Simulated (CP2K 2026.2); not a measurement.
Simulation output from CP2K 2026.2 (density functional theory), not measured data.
Periodic cell of 1047 atoms, Si736O311, from a study of silicon, its oxide and their interface. The atomic structure is a simulated model.
Doubt: the forces sum to 3.23 eV/angstrom along one axis rather than to zero, so they err by at least 0.0031 eV/angstrom per atom on average; the grid cutoff is modest.

Settings: functional PBE; method Gaussian and plane waves; basis set DZVP-MOLOPT-SR-GTH; pseudopotentials GTH-PBE; grid cutoff 350 Ry, relative cutoff 50 Ry; k points Gamma only; occupations fixed; spin none; net charge 0.

Cell vectors (angstrom)
a 30.7742 0 0
b 0 15.3871 0
c 2.6752 -5.3267 39.6546

Atoms: element, x, y, z (angstrom)
Si 28.6997 10.8684 31.0357
Si 29.6466 -1.5492 31.4434
Si 30.7749 2.8378 31.0984
Si 29.2943 6.3431 33.637
Si 2.2626 10.7364 31.5542
Si 32.4738 -1.7622 30.7776
Si 2.8924 2.1701 31.3322
Si 3.1125 9.1021 29.3121
Si 8.9392 -2.6449 29.9029
Si 6.7597 -1.5156 33.6839
Si 7.436 2.8366 30.8799
Si 7.3734 5.9052 30.801
Si 11.2803 8.5271 28.4407
Si 10.853 -1.0059 31.5057
Si 13.794 2.3772 33.5621
Si 12.1281 3.4477 26.2911
Si 5.1409 10.5507 30.9366
Si 32.7127 -1.3896 33.7378
Si 3.5143 2.3453 33.562
Si 2.9879 6.2628 33.4594
Si 6.8619 10.026 33.5033
Si 6.1629 -2.015 30.7774
Si 5.9475 2.3009 33.5297
Si 6.5363 4.3036 34.6883
Si 10.0358 9.9958 30.6492
Si 9.9656 -1.3954 33.5976
Si 10.4919 2.0707 31.3531
Si 11.3137 6.3524 33.5019
Si 14.9209 9.9877 33.6288
Si 14.9937 -1.4496 33.4721
Si 11.2904 2.384 33.5245
Si 15.9338 6.0353 31.5396
Si 32.5137 10.1528 33.7138
Si 2.7263 0.5144 34.8831
Si 2.8123 4.2861 34.7655
Si 2.5844 8.1953 34.7901
Si 6.5035 -3.4719 34.8952
Si 6.4927 0.4718 34.8966
Si 7.0417 2.9572 27.8654
Si 6.5101 8.1742 34.8917
Si 10.4004 -3.3223 34.8698
Si 10.5166 0.5326 34.8397
Si 10.6106 4.3585 34.6682
Si 10.5071 8.1961 34.7814
Si 14.3807 -3.3819 34.7601
Si 14.3411 0.4288 34.7946
Si 14.2475 4.2954 34.8768
Si 14.2764 8.1751 34.9886
Si 31.527 -3.3426 36.4412
Si 31.5748 0.6048 36.2584
Si 31.6123 4.2905 36.1309
Si 31.5463 8.1134 36.3014
Si 4.5349 -3.406 36.1764
Si 4.6109 0.4068 36.2891
Si 4.686 4.34 36.1962
Si 4.5431 8.2485 36.1833
Si 8.4643 -3.3991 36.2362
Si 8.518 0.554 36.1509
Si 8.5589 4.3179 35.9746
Si 8.5286 8.1128 36.139
Si 12.4076 -3.3625 36.1166
Si 12.4204 0.3751 36.2029
Si 12.3587 4.3255 36.2649
Si 12.331 8.2595 36.278
Si 31.5574 10.0528 37.6706
Si 31.5638 -1.3518 37.6483
Si 31.5805 2.4666 37.6315
Si 31.5852 6.1777 37.5883
Si 4.583 10.1081 37.5956
Si 4.6208 -1.5132 37.6015
Si 4.6428 2.3999 37.5634
Si 4.6273 6.2795 37.5299
Si 8.5087 10.0407 37.5449
Si 8.4994 -1.4162 37.5175
Si 8.5195 2.4616 37.4888
Si 8.5199 6.1846 37.4676
Si 12.3537 10.1646 37.5926
Si 12.3861 -1.5058 37.5715
Si 12.376 2.3454 37.5484
Si 12.3537 6.272 37.5816
Si 2.7051 10.077 39.0033
Si 2.7183 -1.4435 38.9827
Si 2.7431 2.4182 38.958
Si 2.7346 6.2215 38.9402
Si 6.5645 10.0728 38.8941
Si 6.5844 -1.4603 38.9055
Si 6.5941 2.4157 38.8805
Si 6.5853 6.2418 38.8547
Si 10.4147 10.0973 38.9285
Si 10.4231 -1.4701 38.8917
Si 10.432 2.3833 38.8835
Si 10.4104 6.2222 38.8983
Si 14.2691 10.0836 38.9678
Si 14.3033 -1.4778 38.9364
Si 14.2839 2.3635 38.932
Si 14.2661 6.2028 38.961
Si 30.8076 1.9257 11.5716
Si 30.8118 5.7433 11.5775
Si 30.8025 9.6183 11.584
Si 30.7958 13.4578 11.5565
Si 3.8871 1.912 11.4684
Si 3.9222 5.7333 11.5017
Si 3.9093 9.6311 11.4935
Si 3.8679 13.4575 11.4618
Si 7.7237 1.9267 11.4499
Si 7.7388 5.7484 11.4931
Si 7.7297 9.6183 11.4583
Si 7.6905 13.4798 11.4115
Si 11.5863 1.9516 11.482
Si 11.6071 5.7862 11.5197
Si 11.6084 9.6251 11.5066
Si 11.6266 13.4943 11.4624
Si 28.9379 1.9782 13.0245
Si 28.9528 5.7875 13.0582
Si 28.9464 9.5955 13.0762
Si 28.9279 13.4126 13.0043
Si 1.9921 1.8716 12.8581
Si 1.9982 5.665 12.8463
Si 1.9903 9.6321 12.8491
Si 1.969 13.4709 12.852
Si 5.8021 1.9121 12.8085
Si 5.8326 5.7445 12.8795
Si 5.8307 9.6335 12.8477
Si 5.7796 13.4465 12.797
Si 9.636 1.9429 12.8048
Si 9.6648 5.7524 12.8475
Si 9.6475 9.5936 12.8001
Si 9.6376 13.5282 12.6889
Si 28.9117 -0.0084 14.2921
Si 28.9804 3.8967 14.4837
Si 29.0227 7.6807 14.5015
Si 28.9358 11.5083 14.4743
Si 1.9923 -0.0254 14.2487
Si 2.0025 3.7397 14.2473
Si 2.0375 7.6354 14.0712
Si 1.9474 11.5709 14.2049
Si 5.7656 -0.022 14.1302
Si 5.8176 3.7868 14.2164
Si 5.8541 7.7077 14.1946
Si 5.7983 11.5638 14.2027
Si 9.6266 -0.0027 14.1066
Si 9.6422 3.825 14.2108
Si 9.6063 7.6785 14.1937
Si 9.6378 11.6122 13.976
Si 30.8463 -0.0163 15.6173
Si 28.3443 5.6784 19.2556
Si 31.1212 7.6274 15.6683
Si 30.9322 11.5149 15.7704
Si 3.8498 1.826 17.0413
Si 3.9198 3.7305 15.6104
Si 3.5888 5.719 16.8234
Si 3.3751 9.5145 16.7061
Si 7.7054 1.8127 16.8401
Si 7.5032 5.7195 16.9472
Si 7.7118 7.6795 15.6179
Si 7.8137 11.614 15.4026
Si 11.5903 0.0071 15.3828
Si 11.5637 3.7145 15.563
Si 11.0128 10.0999 17.0223
Si 11.4475 11.6833 15.4103
Si 9.6085 1.2148 18.0562
Si 1.1533 5.7251 16.8825
Si 28.4045 9.7793 19.9328
Si 30.8022 -1.8804 17.0738
Si 5.8442 2.0072 18.2608
Si 5.9343 5.1799 18.6761
Si 5.3613 -2.4062 18.5753
Si 3.8006 -1.9858 16.9165
Si 7.6765 -0.0368 15.4339
Si 3.9068 7.6209 15.4605
Si 7.9667 9.7337 16.7672
Si 3.8538 11.5087 15.5415
Si 15.353 1.9501 17.1485
Si 11.4073 5.6584 16.7905
Si 5.4979 9.9274 18.8363
Si 11.6165 -1.8298 16.7976
Si 28.8128 1.1943 18.3643
Si 30.9864 3.8054 15.7964
Si 31.4551 9.1418 19.1619
Si 28.934 -1.2105 18.3705
Si 1.9126 1.498 18.4016
Si 31.3846 6.1638 19.0621
Si 31.7369 9.5512 16.8887
Si 1.9805 -1.6125 18.3309
Si 3.9256 -0.0419 15.5988
Si 7.7204 3.8057 15.5762
Si 6.9677 9.1254 21.2528
Si 9.1965 -1.3802 20.3281
Si 11.5463 1.7735 16.8703
Si 9.4952 5.6846 18.0833
Si 11.5531 7.5428 15.4794
Si 7.9572 -1.907 16.8252
Si 28.2489 7.4334 21.7686
Si 8.4993 11.5232 22.0396
Si 1.6756 3.6698 20.7694
Si 2.9619 6.5467 23.6151
Si 1.665 11.6446 20.6338
Si 6.1922 -0.247 20.4385
Si 10.0834 7.0617 30.6512
Si 8.2038 5.5362 24.1456
Si 9.7898 -1.1774 18.0931
Si 10.7727 6.8319 23.1046
Si 11.8567 -1.7203 26.4963
Si 3.9308 -0.2381 29.5287
Si 30.2237 3.5803 22.9182
Si 5.0531 8.8229 23.5693
Si 10.378 -0.755 22.9358
Si 9.2504 3.1437 25.7561
Si 10.0677 10.1791 33.531
Si 9.7629 7.7337 20.4582
Si 32.3672 6.5537 28.689
Si 14.788 4.5697 25.3637
Si 14.9051 11.8121 23.0371
Si 13.6681 -0.4474 28.5727
Si 12.1576 -3.094 23.9172
Si 31.9839 7.4876 25.7845
Si 4.254 1.7519 27.2336
Si 3.3077 4.1174 29.001
Si 32.2702 -2.8574 25.1392
Si 9.5478 3.2996 20.2034
Si 2.5142 -3.3565 34.9206
Si 3.2877 1.2429 24.2471
Si 7.8978 -1.7873 24.2872
Si 5.2332 -0.9767 23.2311
Si 6.5333 7.5754 25.9666
Si 6.9724 4.5953 21.4766
Si 12.5605 3.4611 20.4787
Si 31.3848 -0.0321 24.8206
Si 29.287 9.645 28.1724
Si 10.3711 9.8472 23.7919
Si 30.7766 6.6283 23.212
Si 4.1169 3.8482 22.5348
Si 3.7069 11.7278 23.1116
Si 32.1798 10.182 27.0873
Si 6.1309 6.337 33.5104
Si 11.159 0.9773 25.0498
Si 8.9838 9.3753 26.4977
Si 9.0878 -2.9867 26.9574
Si 12.6896 2.4059 29.1993
Si 5.9034 5.7828 28.3287
Si 14.6263 10.7702 30.7433
Si 13.9298 -1.6591 31.3395
Si 15.2831 3.0146 30.7856
Si 13.7545 6.2874 33.7091
Si 17.6262 10.2143 30.6618
Si 19.0347 -2.4947 31.0512
Si 18.209 2.238 30.5206
Si 16.734 7.7745 29.0222
Si 22.8484 10.9882 30.7168
Si 22.8672 -1.4902 33.6638
Si 22.653 1.2779 31.1923
Si 22.3151 6.1284 30.5472
Si 27.6786 7.3223 27.2056
Si 26.8344 -0.3213 30.8255
Si 28.9845 2.4036 33.6254
Si 27.0056 4.8354 28.7191
Si 22.51 8.6698 28.8331
Si 17.4092 -1.6105 33.5115
Si 18.8338 2.2626 33.6772
Si 18.3316 6.1595 33.685
Si 22.7307 10.1192 33.6531
Si 21.8835 -1.6996 31.6042
Si 21.2569 2.2864 33.6627
Si 21.91 4.2821 34.7844
Si 25.7572 10.192 31.429
Si 25.3156 -1.3663 33.455
Si 25.4558 2.1758 31.8183
Si 26.1757 6.1841 33.6396
Si 30.1215 10.126 33.7597
Si 30.2758 -1.4473 33.7137
Si 26.5475 2.3985 33.8133
Si 31.4024 5.9626 31.4208
Si 17.3511 9.8889 33.6751
Si 18.1618 0.305 34.7907
Si 18.1894 4.1805 34.9153
Si 18.0485 8.0875 34.9985
Si 22.1584 -3.3677 34.9159
Si 22.047 0.4005 34.8689
Si 22.4053 2.1802 28.3001
Si 21.9548 8.1825 34.8257
Si 25.7709 -3.3469 34.772
Si 25.8846 0.4333 34.9216
Si 25.9166 4.2998 35.007
Si 25.7425 8.1159 34.9203
Si 29.6898 -3.3246 34.9995
Si 29.6512 0.4998 34.8888
Si 29.6132 4.3317 34.8606
Si 29.5947 8.2108 35.0046
Si 16.2042 -3.439 36.2715
Si 16.2508 0.4758 36.1915
Si 16.2117 4.2448 36.1927
Si 16.1687 8.0542 36.3681
Si 20.0741 -3.4101 36.0909
Si 20.0829 0.2849 36.2017
Si 20.0858 4.2833 36.2947
Si 20.0501 8.2103 36.2347
Si 23.9859 -3.3702 36.3476
Si 23.9383 0.5306 36.2681
Si 23.8667 4.2841 36.1724
Si 23.8328 8.0702 36.2742
Si 27.6796 -3.3578 36.1923
Si 27.7715 0.3657 36.309
Si 27.7961 4.3523 36.3794
Si 27.6573 8.2198 36.3057
Si 16.1966 10.0369 37.6379
Si 16.2182 -1.467 37.5641
Si 16.2171 2.3581 37.588
Si 16.2041 6.1224 37.641
Si 20.0657 10.1188 37.5701
Si 20.0625 -1.5682 37.5922
Si 20.0791 2.2855 37.5504
Si 20.0677 6.2488 37.5939
Si 23.9175 10.0367 37.6202
Si 23.9248 -1.4173 37.6369
Si 23.9042 2.422 37.6239
Si 23.8696 6.1677 37.6145
Si 27.6948 10.1385 37.6251
Si 27.7317 -1.5128 37.6654
Si 27.758 2.3539 37.6288
Si 27.7385 6.2895 37.6755
Si 18.1469 10.0777 38.9536
Si 18.1338 -1.4934 38.9415
Si 18.1583 2.3557 38.9284
Si 18.1486 6.2059 38.9624
Si 21.9803 10.082 38.9564
Si 21.9848 -1.4905 38.9653
Si 21.9723 2.3524 38.9615
Si 21.9638 6.2119 38.9857
Si 25.8039 10.0744 39.0121
Si 25.8175 -1.4481 39.0204
Si 25.8311 2.3995 38.9818
Si 25.7962 6.2234 38.9897
Si 29.6223 10.0825 38.9936
Si 29.6547 -1.4484 39.0124
Si 29.6613 2.401 38.9986
Si 29.6764 6.2399 38.9912
Si 15.4759 1.983 11.5255
Si 15.4675 5.8078 11.5879
Si 15.4506 9.6471 11.5746
Si 15.4684 13.4957 11.5352
Si 19.2769 1.9986 11.5735
Si 19.2617 5.8346 11.6646
Si 19.2944 9.6511 11.6336
Si 19.2832 13.4939 11.5875
Si 23.1522 1.9851 11.6319
Si 23.1571 5.8091 11.6586
Si 23.1743 9.6577 11.6679
Si 23.1408 13.481 11.6158
Si 27.0421 1.9515 11.6029
Si 27.056 5.7873 11.6241
Si 27.0468 9.6223 11.6458
Si 27.0221 13.4612 11.6035
Si 13.5267 1.9564 12.8157
Si 13.524 5.7725 12.9037
Si 13.5113 9.653 12.9086
Si 13.538 13.4718 12.8651
Si 17.3644 2.0553 12.9481
Si 17.3251 5.8692 13.0636
Si 17.3521 9.6372 12.9851
Si 17.3613 13.5412 12.948
Si 21.1808 1.9922 12.9461
Si 21.2039 5.8379 13.0084
Si 21.2233 9.6908 13.0083
Si 21.1956 13.4742 12.9618
Si 25.1223 1.9613 12.9509
Si 25.1386 5.7937 12.9708
Si 25.1382 9.6399 13.0151
Si 25.0901 13.4786 12.9414
Si 13.5605 0.0454 14.1518
Si 13.4888 3.8203 14.2355
Si 13.519 7.7113 14.2397
Si 13.523 11.5797 14.2835
Si 17.3849 0.1298 14.2678
Si 17.2903 3.9378 14.4205
Si 17.3006 7.7981 14.4931
Si 17.3557 11.5889 14.2787
Si 21.1681 0.0406 14.2539
Si 21.1555 3.8975 14.3447
Si 21.2237 7.7799 14.3693
Si 21.2107 11.6005 14.4128
Si 25.0595 0.0233 14.276
Si 25.1948 3.8739 14.3278
Si 25.191 7.6927 14.3584
Si 25.151 11.591 14.3494
Si 15.4499 0.1628 15.5746
Si 13.0484 5.9158 18.407
Si 15.2632 7.831 15.838
Si 15.4727 11.61 15.6652
Si 19.3044 2.007 17.0887
Si 19.2312 3.9838 15.7901
Si 19.3476 5.9483 17.1873
Si 19.2008 9.7694 17.186
Si 23.1462 1.9445 16.9065
Si 23.1832 5.7157 16.8312
Si 23.2216 7.7163 15.6339
Si 23.23 11.6027 15.6901
Si 26.978 -0.0032 15.6299
Si 27.0384 3.9026 15.8781
Si 26.644 9.6535 17.2098
Si 26.9936 11.5912 15.8701
Si 24.9781 1.297 18.2186
Si 15.0453 5.8177 17.124
Si 13.4662 10.7583 18.661
Si 15.5478 -1.759 16.8722
Si 21.3122 2.4109 18.3003
Si 21.3955 5.5599 18.2773
Si 21.2086 -2.036 18.152
Si 19.1925 -1.7962 17.0325
Si 23.0873 0.0283 15.5686
Si 19.3206 7.8391 15.7941
Si 23.5116 9.6317 16.965
Si 19.206 11.6293 15.7224
Si 30.7721 1.8201 17.1101
Si 26.9622 5.8369 17.3267
Si 21.008 10.2376 18.6474
Si 26.974 -1.8025 17.1777
Si 13.3483 1.326 18.3294
Si 15.2853 3.8894 15.746
Si 17.2269 9.448 18.5199
Si 13.5845 -1.7266 18.0484
Si 17.3727 1.7107 18.3996
Si 17.6249 6.2852 18.7524
Si 15.2312 9.8407 17.2117
Si 17.2933 -1.4373 18.4451
Si 19.2887 0.1158 15.6612
Si 23.1971 3.8207 15.5237
Si 21.701 9.4191 21.4238
Si 24.23 -1.1566 21.3548
Si 26.9658 1.8548 17.0664
Si 24.8811 5.7312 18.4039
Si 27.0611 7.7168 15.8777
Si 23.2192 -1.8249 17.0005
Si 12.6156 8.5064 20.2726
Si 23.1837 11.7523 23.0003
Si 17.6132 3.9609 20.7292
Si 18.6338 6.5871 24.3736
Si 16.9804 11.7229 20.7612
Si 21.5632 0.1686 20.4112
Si 25.1833 5.2169 30.9059
Si 23.8343 5.8642 24.9845
Si 25.0418 -1.1093 18.3634
Si 26.4627 7.3604 24.3164
Si 27.501 -1.8244 25.8676
Si 18.6915 -0.4076 28.9219
Si 14.8238 4.4025 22.1857
Si 20.2249 9.2205 23.8793
Si 25.2993 -0.449 24.1222
Si 24.6907 3.8257 26.9437
Si 25.1544 10.0141 33.6819
Si 23.1272 7.0305 20.3455
Si 17.079 2.8279 26.3708
Si 29.5675 2.1534 25.6491
Si 29.3716 12.4981 20.9476
Si 27.3092 0.2291 27.9934
Si 29.7617 -2.2206 23.8441
Si 15.8041 7.2539 24.7695
Si 20.8568 0.1515 26.7785
Si 18.3426 5.5174 27.3664
Si 16.6883 -2.5272 25.1265
Si 25.0505 3.2528 20.5002
Si 18.0448 -3.4958 34.7938
Si 19.4277 1.8441 24.6187
Si 22.3871 -1.3386 24.6956
Si 20.2287 -0.4397 22.942
Si 22.5291 8.6039 25.8198
Si 22.991 4.6762 22.2993
Si 28.1298 2.9895 20.6904
Si 16.3819 -0.1372 27.2408
Si 14.1731 9.2641 28.0347
Si 25.0302 9.9422 24.7354
Si 13.6004 6.9293 22.6653
Si 19.9796 4.1879 22.7438
Si 18.9617 12.1142 23.2244
Si 15.4735 10.17 25.4998
Si 21.4685 6.2675 33.5234
Si 26.4129 1.8337 25.6989
Si 25.6104 8.9612 28.8718
Si 26.8055 10.9892 27.0229
Si 29.1466 2.6371 28.5464
Si 20.273 4.2188 29.1988
Si 0.0452 13.4632 0.6679
Si 30.8027 1.9535 0.6824
Si 0.0608 5.8144 0.6645
Si 0.0619 9.6487 0.6729
Si 3.9029 13.474 0.6013
Si 3.9087 1.938 0.6128
Si 3.9058 5.8063 0.5965
Si 3.8975 9.6557 0.5985
Si 7.7464 13.4761 0.6123
Si 7.731 1.9535 0.6334
Si 7.7477 5.786 0.5991
Si 7.7591 9.6262 0.6099
Si 11.6031 13.4683 0.6494
Si 11.6178 1.9426 0.6639
Si 11.6099 5.7724 0.6397
Si 11.594 9.6068 0.6526
Si 15.4673 13.4712 0.6551
Si 15.4559 1.9297 0.6713
Si 15.4699 5.7661 0.6447
Si 15.4851 9.6029 0.6541
Si 19.3016 13.4807 0.6708
Si 19.3175 1.9282 0.6878
Si 19.3025 5.765 0.6748
Si 19.2843 9.6073 0.6764
Si 23.1324 13.4725 0.702
Si 23.1228 1.9442 0.7096
Si 23.146 5.8085 0.7032
Si 23.1465 9.636 0.7004
Si 26.976 13.4864 0.6977
Si 26.9838 1.9447 0.701
Si 26.9765 5.804 0.7043
Si 26.9668 9.6481 0.6993
Si 1.9874 13.4673 1.9919
Si 1.9833 1.9436 1.9906
Si 1.9957 5.803 1.9926
Si 1.9947 9.641 2.0016
Si 5.8213 13.48 1.9751
Si 5.8141 1.94 1.9959
Si 5.824 5.7853 1.9669
Si 5.8241 9.6342 1.9632
Si 9.6689 13.4656 1.9889
Si 9.6697 1.9423 1.9877
Si 9.671 5.7813 1.9763
Si 9.6683 9.6199 1.9974
Si 13.5352 13.4771 2.0066
Si 13.5362 1.9342 2.0301
Si 13.5389 5.777 1.9997
Si 13.5395 9.6198 1.9928
Si 17.3822 13.4748 2.0338
Si 17.384 1.9362 2.0332
Si 17.3802 5.7787 2.0302
Si 17.3807 9.6192 2.049
Si 21.2122 13.485 2.0591
Si 21.2174 1.9395 2.0792
Si 21.219 5.786 2.0537
Si 21.2125 9.6276 2.0441
Si 25.0547 13.4732 2.0632
Si 25.055 1.9461 2.0588
Si 25.0598 5.8057 2.0708
Si 25.0565 9.6442 2.0726
Si 28.9031 13.4833 2.0453
Si 28.8974 1.9415 2.0621
Si 28.9122 5.7952 2.0383
Si 28.9048 9.6406 2.0349
Si 1.9748 0.0122 3.3469
Si 1.9776 3.8704 3.3485
Si 1.9836 7.7156 3.3612
Si 1.98 11.5554 3.3669
Si 5.8187 0.0095 3.347
Si 5.8154 3.8695 3.3451
Si 5.8213 7.7096 3.3314
Si 5.8224 11.5513 3.3376
Si 9.6778 0.0107 3.3425
Si 9.6752 3.8641 3.3475
Si 9.6752 7.6962 3.3504
Si 9.6781 11.546 3.3544
Si 13.5378 0.0069 3.379
Si 13.5404 3.8657 3.3762
Si 13.5381 7.7027 3.3614
Si 13.5399 11.5453 3.3595
Si 17.3861 0.0136 3.3977
Si 17.3897 3.8611 3.3962
Si 17.385 7.6976 3.4021
Si 17.3865 11.5532 3.3986
Si 21.2237 0.0142 3.4334
Si 21.2268 3.8716 3.428
Si 21.2222 7.7117 3.4152
Si 21.2191 11.5532 3.4129
Si 25.0529 0.0186 3.4185
Si 25.0559 3.8718 3.4206
Si 25.0593 7.7221 3.4321
Si 25.0537 11.5615 3.4349
Si 28.8985 0.0139 3.4105
Si 28.8982 3.8741 3.4049
Si 28.9025 7.7171 3.3971
Si 28.8954 11.5571 3.4026
Si 30.8364 0.0108 4.7365
Si 30.8361 3.8659 4.7339
Si 30.835 7.7098 4.7346
Si 30.831 11.5506 4.739
Si 3.8916 0.0075 4.7091
Si 3.8917 3.8649 4.7109
Si 3.9048 7.7047 4.7112
Si 3.9028 11.5465 4.7159
Si 7.7515 0.0085 4.6963
Si 7.7468 3.8628 4.6983
Si 7.7449 7.7022 4.6964
Si 7.7469 11.5447 4.7011
Si 11.602 0.012 4.7162
Si 11.6027 3.8654 4.7137
Si 11.6064 7.7046 4.7096
Si 11.6098 11.548 4.7132
Si 15.4598 0.0167 4.749
Si 15.4629 3.869 4.745
Si 15.4528 7.7083 4.7415
Si 15.4554 11.5546 4.7418
Si 19.2992 0.0209 4.7832
Si 19.3025 3.8748 4.7806
Si 19.3037 7.7139 4.7749
Si 19.3027 11.5581 4.7783
Si 23.1434 0.0217 4.8033
Si 23.1453 3.8729 4.8
Si 23.1382 7.7188 4.7936
Si 23.1332 11.5611 4.7984
Si 26.975 0.016 4.7771
Si 26.9785 3.8718 4.7776
Si 26.9879 7.7155 4.7776
Si 26.981 11.5565 4.7837
Si 30.8223 13.4731 6.0973
Si 30.8247 1.9381 6.091
Si 30.8278 5.7871 6.098
Si 30.8264 9.6256 6.1012
Si 3.8841 13.4709 6.0714
Si 3.8804 1.9353 6.0626
Si 3.8873 5.7832 6.0752
Si 3.8925 9.6207 6.0769
Si 7.7521 13.4708 6.0539
Si 7.7526 1.9345 6.0504
Si 7.7468 5.7834 6.0606
Si 7.7499 9.6201 6.0619
Si 11.6136 13.4737 6.0744
Si 11.6107 1.9413 6.0727
Si 11.6077 5.7874 6.0763
Si 11.6106 9.6247 6.0768
Si 15.4627 13.4782 6.1056
Si 15.4677 1.9479 6.1041
Si 15.4635 5.793 6.107
Si 15.4608 9.6313 6.1037
Si 19.3105 13.4831 6.1433
Si 19.3101 1.9514 6.1415
Si 19.3106 5.8008 6.1447
Si 19.3073 9.6348 6.1419
Si 23.1437 13.4842 6.1687
Si 23.1451 1.9508 6.168
Si 23.1487 5.8001 6.163
Si 23.1411 9.6373 6.1651
Si 26.9725 13.4814 6.1425
Si 26.9709 1.9435 6.1353
Si 26.9797 5.794 6.1419
Si 26.9809 9.6318 6.1454
Si 1.9648 13.4648 7.4531
Si 1.9661 1.9315 7.4492
Si 1.9706 5.7829 7.4568
Si 1.9722 9.6117 7.4556
Si 5.8207 13.4666 7.401
Si 5.817 1.9325 7.3907
Si 5.8185 5.777 7.4134
Si 5.8222 9.609 7.4175
Si 9.6785 13.4697 7.4134
Si 9.6771 1.9382 7.415
Si 9.6742 5.7869 7.4196
Si 9.6773 9.6184 7.423
Si 13.5344 13.482 7.4517
Si 13.5367 1.9565 7.443
Si 13.5311 5.7933 7.4462
Si 13.5329 9.6311 7.4511
Si 17.3796 13.4841 7.4845
Si 17.3825 1.958 7.4871
Si 17.3793 5.8128 7.4868
Si 17.3762 9.6349 7.4853
Si 21.2216 13.4913 7.5331
Si 21.2201 1.9636 7.5306
Si 21.2271 5.8111 7.5258
Si 21.2192 9.6385 7.5297
Si 25.0684 13.4836 7.5368
Si 25.0691 1.9493 7.5351
Si 25.0717 5.8031 7.5309
Si 25.0687 9.6318 7.5287
Si 28.9067 13.4714 7.4769
Si 28.9062 1.9346 7.4671
Si 28.9138 5.7853 7.4793
Si 28.9139 9.6235 7.4843
Si 1.9437 0.0048 8.8105
Si 1.9589 3.855 8.8113
Si 1.9633 7.695 8.8349
Si 1.9531 11.5345 8.8098
Si 5.8021 0.0102 8.7383
Si 5.8197 3.8458 8.7531
Si 5.8113 7.6881 8.7824
Si 5.8152 11.5406 8.7525
Si 9.6774 0.0093 8.7651
Si 9.6766 3.8629 8.7734
Si 9.6748 7.6998 8.7931
Si 9.6812 11.5466 8.7711
Si 13.549 0.0337 8.7956
Si 13.5399 3.8793 8.8115
Si 13.5398 7.7095 8.8152
Si 13.5416 11.5546 8.8119
Si 17.3878 0.028 8.8384
Si 17.3885 3.8931 8.8408
Si 17.3816 7.7268 8.8683
Si 17.3828 11.5581 8.8425
Si 21.2255 0.0383 8.8932
Si 21.2222 3.898 8.896
Si 21.2288 7.7243 8.9117
Si 21.2224 11.5605 8.8963
Si 25.0728 0.0245 8.9073
Si 25.0753 3.882 8.8983
Si 25.0772 7.7185 8.9146
Si 25.0766 11.5515 8.8973
Si 28.9008 0.0111 8.8284
Si 28.9066 3.8547 8.829
Si 28.9152 7.7018 8.8509
Si 28.9038 11.5471 8.8401
Si 30.7986 0.0039 10.202
Si 30.8131 3.8396 10.1943
Si 30.8212 7.6862 10.2263
Si 30.8134 11.5331 10.2015
Si 3.8926 -0.0042 10.1153
Si 3.9083 3.8374 10.1215
Si 3.9019 7.6829 10.1671
Si 3.899 11.535 10.1193
Si 7.7217 0.0184 10.0799
Si 7.7372 3.8517 10.1081
Si 7.7343 7.6781 10.1338
Si 7.7384 11.5385 10.097
Si 11.6116 0.0317 10.1184
Si 11.5988 3.8763 10.1397
Si 11.607 7.7041 10.1528
Si 11.6024 11.5495 10.141
Si 15.4633 0.0395 10.1831
Si 15.4655 3.9054 10.185
Si 15.4468 7.7231 10.2126
Si 15.4621 11.5611 10.1935
Si 19.2882 0.0452 10.2363
Si 19.285 3.9297 10.2444
Si 19.2919 7.7319 10.2633
Si 19.2823 11.5614 10.2408
Si 23.1442 0.0413 10.2731
Si 23.1485 3.8989 10.2628
Si 23.1545 7.7324 10.2901
Si 23.1522 11.5569 10.26
Si 27.0225 0.0131 10.2466
Si 27.0207 3.8719 10.2389
Si 27.0253 7.7107 10.2587
Si 27.0145 11.5369 10.2488
O 14.4275 9.816 32.0495
O 14.6362 2.3758 32.1354
O 32.0608 1.8908 31.3562
O 16.1446 7.0497 30.3279
O 14.5624 6.4431 32.2871
O 3.8319 -4.2399 31.676
O 2.4126 -1.2979 32.1638
O 32.2709 -3.3751 30.8797
O 17.2381 6.128 32.4847
O 6.0914 9.885 32.0639
O 8.4629 10.1192 33.18
O 8.3435 -1.4235 33.2985
O 5.8418 -1.6932 32.3364
O 6.5789 2.0442 32.0088
O 9.0198 2.7238 31.1632
O 7.072 6.6372 32.2065
O 8.941 5.9543 30.4533
O 10.7876 10.3426 32.0563
O 11.0871 9.8183 29.4256
O 12.4597 -1.0556 31.6526
O 10.9759 6.5926 31.9108
O 11.6532 8.6546 16.6939
O 29.7782 6.3529 18.9946
O 31.9634 7.6245 19.5089
O 4.4423 5.7527 18.2773
O 4.1659 9.3463 18.1415
O 6.8033 9.8336 17.8894
O 5.8158 9.0116 20.1228
O 6.8515 -2.2017 17.992
O 11.8946 10.711 18.2296
O 9.4532 9.8971 17.4692
O 2.5274 6.7503 25.1743
O 29.2733 -3.0233 30.8775
O 2.6798 -1.281 29.5902
O 14.1414 2.9394 29.6578
O 30.9225 12.0616 20.9873
O 3.3897 2.8822 27.9871
O 3.6496 1.5999 25.767
O 5.862 -3.5408 30.3022
O 2.7159 9.999 28.0236
O 7.1191 2.3446 29.3717
O 3.774 5.152 23.4537
O 6.4229 -1.1416 24.3165
O 7.2624 6.4572 25.0633
O 9.3678 8.5181 30.8663
O 10.3701 -2.047 30.3632
O 10.3736 0.4778 31.0486
O 12.7527 -1.5636 27.8308
O 29.1189 -1.6381 19.9537
O 28.5457 4.1018 19.5782
O 11.557 10.8316 24.2808
O 5.8655 3.5639 18.7336
O 1.7545 2.454 19.7093
O 31.8025 4.9966 20.1033
O 3.1933 3.9725 21.2141
O 1.6238 10.1638 19.9911
O 2.2021 12.7488 19.5785
O 2.037 -0.0667 18.907
O 5.956 1.1298 19.6285
O 8.3483 8.3816 20.8721
O 17.496 6.6812 28.114
O 9.0684 12.4978 20.8971
O 5.2176 -1.3728 19.8085
O 12.8631 4.7227 19.5064
O 8.9455 -0.7019 23.6998
O 9.4867 1.7964 19.6009
O 9.542 4.3107 18.9506
O 7.2852 10.6965 21.3926
O 12.2578 6.1861 23.2326
O 5.2179 11.481 19.1808
O 28.5534 1.607 19.9493
O 31.5598 3.2463 22.0573
O 9.5503 6.9755 19.0632
O 13.5532 3.5069 21.7464
O 9.6548 10.5021 22.5074
O 4.5015 10.3381 23.3838
O 13.2389 4.5083 25.8112
O 3.7448 2.4821 23.3148
O 12.2956 2.0625 25.4428
O 6.3529 8.566 22.6317
O 10.6727 -2.7807 26.7543
O 8.7419 10.8385 27.1151
O 10.9805 -2.2209 23.2505
O 10.1916 -0.5743 21.3454
O 27.815 6.354 20.6327
O 30.7655 7.22 24.7345
O 32.225 9.0869 25.8889
O 30.1467 5.1554 23.1973
O 7.7446 -0.6554 20.3611
O 8.6737 -2.3267 28.3541
O 9.2616 9.6044 24.9295
O 15.6425 -2.4018 23.8884
O 13.3511 12.1795 22.8425
O 11.236 -0.2779 26.0774
O 11.5503 2.7204 30.3057
O 2.6545 11.5829 21.8941
O 31.3503 6.6504 29.9543
O 8.9653 11.1518 30.2655
O 14.9352 4.3651 23.7792
O 5.8012 2.2233 27.1341
O 12.7071 -2.3512 25.2592
O 7.9092 -3.065 23.3038
O 29.8344 7.4626 22.1833
O 32.1535 11.6686 26.4913
O 14.3849 -0.9831 29.9273
O 5.7749 -0.1105 21.9799
O 4.7357 -2.4525 22.7854
O 14.9662 10.479 23.9825
O 8.4183 2.7105 27.0723
O 15.5748 11.6521 21.5724
O 3.211 3.5467 30.5145
O 12.7902 8.4432 27.9013
O 1.6979 0.9436 24.1196
O 10.9473 8.3999 23.4306
O 2.8926 -3.2425 24.4427
O 32.1629 -1.2773 25.5285
O 4.0293 -0.1315 23.8634
O 27.407 7.0266 23.0685
O 11.334 0.4006 23.5432
O 4.5648 6.3423 32.9957
O 8.3244 4.0396 24.7721
O 6.5577 6.5703 29.5813
O 3.8873 7.7812 23.1514
O 20.2087 2.9956 23.8095
O 7.5439 5.5185 22.6702
O 29.644 2.9882 27.0402
O 9.7037 6.146 24.0863
O 10.2248 6.6586 21.5839
O 7.6543 8.4902 26.6836
O 20.7847 8.6272 22.4815
O 20.3982 1.3712 25.819
O 4.6252 9.4773 29.8156
O 29.453 10.1154 32.2543
O 29.557 2.4075 32.0755
O 16.6062 2.2464 30.2464
O 10.995 3.4597 20.9468
O 30.2128 6.5786 32.3142
O 18.7901 -4.0393 30.6134
O 17.7778 9.5291 32.1216
O 10.2395 8.6455 27.2103
O 10.988 7.1884 29.3166
O 18.3598 2.2187 32.1199
O 32.8423 6.2641 32.1098
O 22.2586 10.3209 32.0819
O 21.6035 2.1668 32.0493
O 24.0696 1.3035 31.9951
O 22.2953 6.4023 32.138
O 23.8189 5.6638 30.1607
O 27.1223 11.0673 31.36
O 25.9223 -1.1809 31.8936
O 28.399 -0.5472 31.1903
O 25.2507 6.0083 32.3155
O 27.735 6.2945 33.1402
O 16.2697 5.6044 18.1974
O 22.4304 9.5816 18.1889
O 20.7393 9.7543 20.1679
O 27.4735 9.6227 18.6163
O 25.0388 9.6416 17.5802
O 17.3359 0.1415 18.9383
O 13.8461 -3.2482 31.0543
O 28.9362 3.1178 22.0707
O 30.3929 2.659 29.5518
O 17.1524 -0.6991 28.5421
O 31.1858 4.3677 31.3884
O 19.5416 -0.3082 27.5664
O 8.2123 3.5961 21.0816
O 19.7113 5.3453 28.1972
O 15.4683 8.3191 28.186
O 21.9182 7.4783 29.7506
O 22.4686 -2.8308 30.587
O 20.3663 -2.2146 31.9364
O 25.6345 4.1819 28.1875
O 21.1054 3.1373 28.3367
O 21.5105 -1.1375 26.0385
O 21.6984 -0.351 23.616
O 22.2271 10.1293 29.4925
O 26.0126 8.9094 30.4475
O 26.6633 -0.6276 29.2255
O 21.7854 6.517 19.5599
O 26.4559 1.2529 30.9316
O 26.7578 -2.8035 26.9133
O 28.0731 3.7025 29.0986
O 27.737 5.7662 27.6187
O 12.9562 2.1107 19.6914
O 14.056 10.165 29.3722
O 21.3149 3.9874 18.762
O 17.5085 2.7797 19.6246
O 17.9165 5.4364 20.1061
O 18.8608 3.6651 21.7011
O 17.3575 7.8766 19.0277
O 17.1721 10.3955 19.8507
O 17.0996 -2.3711 19.776
O 5.6694 3.8179 22.0639
O 21.5461 1.5951 19.6807
O 22.9338 8.5189 20.9154
O 15.4179 6.0208 25.7807
O 23.6764 -2.5587 21.9147
O 21.187 -1.0035 19.388
O 26.5139 5.6065 30.0586
O 23.9247 -0.8879 24.8533
O 24.775 1.8395 19.762
O 24.9511 4.4048 19.3628
O 22.2583 10.7275 22.178
O 27.4215 7.4979 25.6212
O 25.0307 -1.4615 19.9769
O 21.1896 11.8415 18.7614
O 1.5696 6.569 22.7557
O 16.2046 3.9403 21.5149
O 24.4299 6.9887 19.3712
O 19.4603 5.5792 23.4157
O 24.4492 11.0035 23.6728
O 28.9923 8.105 27.7387
O 26.5665 3.1606 21.0623
O 25.1872 -0.5453 22.5097
O 27.9909 1.9109 25.3473
O 28.0204 -0.6617 26.8508
O 9.7302 1.7409 25.1048
O 25.9069 10.44 28.2529
O 26.482 -1.3747 24.704
O 12.9649 7.3437 19.1979
O 14.4993 7.5042 23.8607
O 16.3981 11.4523 25.9145
O 14.4944 5.9306 21.7619
O 23.0136 -0.1392 21.0406
O 28.3479 10.5492 27.2159
O 26.2648 10.4896 25.595
O 31.0455 -3.1839 24.112
O 15.5921 3.3293 26.0059
O 12.733 0.8135 28.9386
O 28.4672 1.1778 28.5834
O 18.114 11.785 21.8956
O 6.4951 5.5179 20.1909
O 24.4718 10.9573 30.7686
O 30.2096 2.8947 24.3704
O 21.9855 0.7267 27.7632
O 18.8342 0.918 29.8344
O 25.6793 3.2673 25.7871
O 28.7752 -2.4436 25.104
O 25.1472 3.6098 31.1381
O 22.3626 -2.8801 24.1869
O 13.1191 8.1311 21.74
O 19.625 10.7094 23.6731
O 15.7634 4.5261 31.0273
O 20.3735 0.2154 21.4873
O 19.9088 -2.0209 22.8264
O 11.0061 8.77 20.2749
O 21.4199 4.3947 22.0346
O 30.8464 9.9548 27.9689
O 26.4101 7.9096 27.987
O 14.8077 -0.0136 27.5239
O 19.027 3.5188 29.965
O 13.4878 9.8331 19.9779
O 2.8683 7.5421 28.9504
O 24.0948 8.5031 28.743
O 25.6348 8.691 23.9284
O 18.1532 -2.6897 24.4885
O 19.2606 -1.6787 29.6991
O 27.8669 8.8847 21.1653
O 3.6669 0.9616 30.5835
O 23.2235 4.846 23.8891
O 12.3167 3.1796 27.8572
O 25.3507 6.2227 24.5534
O 26.2169 1.1115 27.1599
O 19.8722 6.2621 33.1116
O 23.9121 5.1305 26.4162
O 21.2596 4.9503 30.2435
O 18.6764 5.9956 25.8718
O 19.1578 0.485 23.7457
O 5.3072 -0.9984 29.8806
O 22.0495 -0.2127 30.9389
O 16.9555 1.3661 27.0444
O 22.9541 1.9988 29.799
O 16.22 11.0211 30.564
O 28.4214 11.3189 20.3917
O 13.7312 12.3343 19.0317
O 29.9047 9.3104 19.5879
O 17.6751 4.0225 27.3056
O 23.8835 9.488 25.7842
O 6.8718 4.5683 27.8691
O 23.4 6.072 21.6063
O 17.6629 9.0393 29.5267
O 16.1675 8.6876 25.4509
O 22.8701 7.1521 25.18
O 25.6563 1.0665 24.5081
O 5.5333 8.501 25.0871
O 17.0799 6.7247 23.9104
O 31.6797 6.9265 27.2734
O 30.9932 -1.1069 30.6221
O 8.2816 -2.2681 25.7705
O 30.3429 -0.6971 23.7544
O 30.472 0.8191 25.8525
O 23.5786 2.7552 27.3772
O 13.468 -0.2575 18.7947
O 17.8196 -1.8623 31.9262
O 16.6196 -1.1861 26.0235
O 4.0946 0.3628 28.0422
O 14.3343 10.1031 26.6557
O 4.559 5.0978 28.8548
O 21.9457 8.5359 27.328
O 2.111 9.4821 30.5332
O 18.0474 2.5513 25.0981
O 23.9621 3.5275 21.6678
O 19.1968 8.1006 24.4018
O 28.9811 -2.5389 22.4724
O 21.431 9.3603 24.9315
O 10.6068 3.9803 26.0919
O 5.6759 6.8148 27.1133
O 7.756 -1.8417 30.6374
O 2.0224 5.004 28.63
O 6.9468 4.3667 30.9943
O 28.909 9.9714 29.7117

Results
total energy: -215107.099 eV
total energy less fixed offsets of O -438.35, Si -107.03 eV per atom: -6.169 eV

Forces (eV/angstrom), in the order of the atoms: element, x, y, z
Si 0.1353 0.0177 0.1636
Si 0.179 -0.0754 0.7079
Si -0.1491 -0.0065 0.1999
Si 0.2268 -0.1198 0.8031
Si -0.2925 -0.0665 0.5256
Si -0.0068 -0.0185 0.1538
Si 0.2173 0.0339 0.5209
Si 0.0522 -0.0123 0.128
Si 0.0637 -0.1262 0.1016
Si -0.1946 0.0737 0.6829
Si -0.0241 -0.1417 0.1181
Si -0.0279 0.0094 0.1289
Si -0.1105 0.1223 0.1832
Si -0.3719 -0.2045 0.6719
Si -0.3908 -0.0051 0.5322
Si -0.033 -0.0994 -0.0755
Si 0.0049 -0.0215 0.0656
Si -0.23 -0.0422 0.6114
Si 0.0913 -0.0093 0.0409
Si -0.2028 -0.0655 0.7982
Si -0.3315 0.0656 0.7228
Si -0.1467 -0.0388 0.1413
Si -0.2691 0.0991 0.5209
Si -0.0344 0.018 -0.0938
Si 0.0179 0.0586 0.0867
Si 0.5281 0.0731 0.0499
Si 0.1801 0.0667 0.6584
Si 0.1066 -0.1022 0.7161
Si 0.2074 0.0818 0.5326
Si -0.0413 0.0217 -0.0272
Si 0.0754 0.0184 0.0334
Si -0.0745 -0.01 0.198
Si -0.0781 -0.0172 0.0484
Si 0.0185 0.0216 -0.0238
Si -0.0231 0.0329 -0.0716
Si 0.0805 0.0028 -0.0299
Si 0.0062 0.0267 -0.078
Si -0.0182 -0.0194 0.0013
Si -0.1121 0.0109 0.1342
Si 0.0178 -0.029 -0.0391
Si 0.0083 -0.0334 -0.0476
Si -0.0418 0.0135 -0.0052
Si 0.0019 0.0379 -0.0721
Si -0.0158 -0.0192 -0.0474
Si 0.0077 0.0164 -0.054
Si -0.0087 -0.0155 0.0044
Si -0.0194 0.0127 -0.0608
Si -0.0225 -0.035 0.0284
Si -0.0069 0.0035 -0.0149
Si -0.0283 -0.0412 -0.0058
Si 0.0115 0.036 0.0223
Si 0.0065 0.0473 -0.0278
Si 0.0285 -0.008 0.0442
Si -0.0056 0.0334 -0.0139
Si -0.0144 -0.0306 0.0073
Si -0.0123 -0.0602 0.0101
Si 0.0012 0.0163 0.0511
Si -0.0224 -0.0657 0.0021
Si 0.0179 -0.0086 -0.0071
Si 0.0086 0.0346 0.0176
Si -0.0308 -0.0007 0.0204
Si -0.0133 0.0658 -0.0037
Si -0.0265 -0.0017 -0.0086
Si -0.0205 -0.0378 -0.0002
Si 0.0121 0.0073 -0.0158
Si -0.0179 -0.0105 -0.0248
Si -0.0177 0.0261 0.009
Si -0.0208 -0.0414 -0.0071
Si 0.0065 -0.0016 0.0038
Si 0.0002 -0.005 0.0034
Si -0.0123 0.0254 -0.0459
Si 0.0137 0.0257 -0.026
Si 0.0159 -0.0063 -0.0215
Si 0.0037 -0.0214 -0.036
Si -0.0183 0.0194 -0.0064
Si 0.0059 0.0198 -0.0006
Si 0.0278 -0.0011 0.0249
Si 0.0041 -0.0083 0.0221
Si 0.0012 0.0158 -0.0443
Si 0.0206 0.0071 0.0191
Si 0.0074 0.0026 0.0363
Si -0.0102 -0.0027 0.0276
Si 0.0009 0.0005 0.0385
Si -0.0006 0.0062 0.0303
Si -0.0045 0.0089 0.0168
Si -0.0039 0.0094 0.0214
Si 0.013 -0.0055 0.0241
Si 0.0128 -0.0126 0.0251
Si -0.0032 -0.0132 0.0282
Si 0.0025 0.0052 0.0269
Si -0.0182 0.0025 0.0196
Si -0.0049 -0.005 0.0273
Si -0.0012 -0.0026 0.0385
Si -0.0146 -0.0254 0.0276
Si -0.0038 0.0072 0.0255
Si -0.0105 0.0028 0.0268
Si -0.0033 0.0014 -0.0108
Si -0.0228 0.0231 -0.0224
Si -0.0233 -0.0161 -0.0169
Si 0.0071 -0.0102 -0.0163
Si 0.0158 0.0117 -0.03
Si -0.0005 0.0297 -0.0251
Si -0.004 0.004 -0.0225
Si 0.0058 -0.006 -0.034
Si -0.019 -0.0145 -0.0238
Si -0.0053 0.0196 -0.0047
Si -0.0161 0.0133 -0.0201
Si -0.0005 0.0093 -0.0257
Si 0.0126 -0.0223 -0.0153
Si -0.0019 -0.001 -0.0013
Si -0.0076 -0.0108 -0.0164
Si 0.0151 -0.0005 -0.0196
Si -0.0136 -0.001 0.0207
Si 0.0193 0.0021 0.0132
Si 0.0246 -0.0019 -0.0117
Si -0.0222 -0.0028 0.0265
Si 0.0297 -0.021 0.007
Si 0.0039 -0.009 0.0234
Si 0.0172 -0.0004 0.0008
Si 0.0011 0.0271 0.002
Si 0.0128 0.0049 0.0091
Si -0.0079 -0.0042 0.0425
Si -0.0136 0.0043 0.0124
Si 0.0178 0.0041 0.0329
Si 0.0005 -0.0351 0.0182
Si 0.0191 -0.0055 0.0401
Si 0.0188 0.0384 0.0113
Si -0.0111 -0.004 -0.017
Si 0.0279 -0.006 -0.0223
Si 0.0034 -0.0082 0.0129
Si -0.0326 0.0068 0.0135
Si -0.0073 0.0117 0.0128
Si 0.0102 -0.0107 -0.004
Si 0.0166 0.0571 0.0153
Si -0.024 0.0206 0.008
Si -0.027 -0.0627 0.0144
Si -0.0228 0.0259 -0.0284
Si 0.0029 0.0271 -0.0022
Si 0.0313 0.0268 -0.0414
Si 0.0165 -0.02 -0.0415
Si 0.028 -0.0077 0.0013
Si -0.0205 0.0121 0.0117
Si 0.0208 -0.0173 0.0057
Si -0.0186 -0.0399 -0.0379
Si -0.0416 -0.0103 0.0656
Si -0.4089 0.0676 -0.6494
Si -0.0046 -0.0301 0.01
Si 0.0371 -0.0131 0.0411
Si -0.0261 0.009 -0.008
Si -0.0216 0.0316 0.027
Si -0.2336 -0.0591 -0.4066
Si -0.3066 0.1746 -0.5598
Si 0.0231 0.0282 -0.0009
Si -0.0072 -0.0254 0.0852
Si -0.006 0.0468 0.0388
Si -0.0032 -0.0392 0.0674
Si -0.023 -0.0059 -0.0135
Si 0.0121 -0.025 -0.0353
Si -0.1111 0.3825 -0.5557
Si -0.0466 0.0122 0.017
Si 0.0299 -0.1999 -0.5455
Si 0.0452 -0.0271 -0.0882
Si -0.0129 -0.0296 -0.1397
Si -0.0743 -0.001 0.0304
Si 0.0166 -0.3179 -0.7524
Si 0.2601 0.3582 -0.523
Si -0.3171 0.0729 -0.5409
Si 0.0126 0.0083 -0.0026
Si -0.0325 -0.0603 0.0837
Si -0.0261 -0.0672 0.0122
Si -0.0265 -0.0612 -0.7612
Si -0.0006 -0.0325 0.0388
Si 0.0142 -0.0136 0.0466
Si 0.0304 -0.0451 0.0345
Si -0.0048 0.0742 -0.2063
Si -0.0003 -0.0128 -0.032
Si 0.0726 -0.1076 -0.6893
Si -0.0128 0.0432 0.052
Si 0.0538 0.0739 -0.6127
Si -0.0669 0.1128 -0.6673
Si 0.0704 0.1659 -0.7685
Si 0.3229 -0.1977 -0.5891
Si 0.0328 0.0077 -0.0568
Si -0.1688 -0.1001 -0.7194
Si 0.0358 0.0184 0.0428
Si -0.0037 0.0001 0.015
Si 0.0658 -0.0615 -0.1404
Si 0.1615 0.0483 -0.5898
Si 0.0281 -0.0197 0.0455
Si -0.1492 -0.0171 -0.6729
Si -0.0476 -0.3557 -0.4284
Si 0.3986 0.0972 -0.4841
Si 0.0588 -0.0296 -0.1571
Si 0.0508 0.061 0.0332
Si -0.0699 -0.0362 -0.1055
Si -0.0935 -0.0875 -0.0083
Si -0.0238 0.0871 -0.1305
Si 0.0035 -0.0087 -0.1987
Si 0.0261 0.1391 0.1239
Si 0.058 -0.0938 -0.0819
Si -0.0241 0.0855 -0.0182
Si -0.099 -0.0385 -0.0465
Si -0.0057 0.1409 -0.0381
Si -0.0909 0.0225 0.1485
Si 0.0526 -0.0303 -0.1647
Si -0.0209 0.0418 -0.0337
Si 0.0183 0.0588 -0.0784
Si -0.0041 0.0904 -0.0176
Si 0.3296 -0.0628 0.7258
Si 0.0202 0.0159 -0.0192
Si 0.071 0.0597 0.0544
Si -0.0107 0.0696 0.0694
Si 0.1345 -0.0695 -0.0154
Si 0.0421 -0.0058 0.0752
Si -0.0582 0.057 0.0737
Si 0.0316 -0.0985 -0.0115
Si 0.1344 -0.0091 0.1286
Si 0.0547 -0.0933 0.0872
Si -0.0776 0.0618 -0.1207
Si 0.0004 -0.0684 0.0028
Si -0.006 0.0032 -0.0428
Si 0.0834 0.0694 -0.0419
Si 0.0682 0.013 -0.0322
Si -0.0093 -0.0231 -0.0941
Si 0.0242 0.006 -0.0805
Si -0.0005 -0.0469 -0.3033
Si -0.1904 0.0445 -0.1704
Si 0.0652 -0.0791 -0.0331
Si -0.0427 0.0522 0.0943
Si 0.0141 0.0624 0.012
Si 0.1159 0.0726 0.0566
Si -0.0018 0.0393 -0.0059
Si -0.0142 0.0066 -0.0555
Si 0 -0.0717 -0.018
Si 0.1838 -0.171 0.7813
Si 0.0286 -0.0204 0.0196
Si 0.127 -0.0027 -0.0437
Si 0.0209 0.0222 -0.0845
Si -0.0122 -0.0891 0.1719
Si 0.0445 -0.1125 -0.0294
Si 0.0617 -0.1168 0.1738
Si 0.4903 0.1336 0.5824
Si -0.056 -0.0255 0.2302
Si -0.3159 -0.0402 0.5762
Si -0.0545 -0.0894 0.0596
Si -0.18 -0.0316 0.274
Si 0.0079 0.0093 0.1257
Si 0.1327 0.0198 0.1383
Si -0.0051 -0.026 0.2594
Si 0.0947 -0.0219 0.1127
Si -0.0838 -0.1088 0.2254
Si 0.0285 0.0108 0.069
Si 0.0534 0.0197 -0.0079
Si -0.1994 -0.1677 0.2563
Si -0.2261 -0.0204 0.5633
Si 0.0184 0.1125 -0.03
Si -0.0209 0.082 0.1444
Si -0.1627 0.1107 0.6173
Si 0.2868 -0.0243 0.7063
Si -0.0865 -0.0327 0.7607
Si 0.1704 -0.0769 0.6324
Si 0.4124 0.0712 0.6199
Si -0.1573 0.0249 0.6242
Si -0.026 0.0413 -0.0655
Si -0.216 -0.1749 0.7698
Si -0.1831 -0.0156 0.4088
Si 0.2289 0.1134 0.5886
Si -0.1768 -0.0139 0.7788
Si 0.2196 0.0415 0.56
Si 0.0101 0.0398 -0.0027
Si 0.0593 -0.0506 0.0352
Si 0.0149 -0.0133 0.0921
Si -0.1905 0.156 0.6491
Si -0.0013 -0.0186 0.0094
Si 0.0288 0.023 -0.0633
Si 0.017 -0.0042 -0.0519
Si 0.0058 -0.0174 -0.0213
Si -0.0486 0.0103 0.0046
Si -0.0772 0.0839 0.1041
Si -0.0004 0.0073 -0.036
Si -0.0444 -0.0473 -0.0502
Si -0.0248 0.0195 0.0414
Si 0.0203 0.0468 -0.0424
Si 0.0369 -0.0039 -0.0578
Si 0.0266 -0.0158 -0.0579
Si -0.0282 -0.0027 0.0109
Si -0.0319 0.0303 -0.0693
Si -0.0003 -0.0146 -0.0463
Si -0.0077 -0.0142 0.0055
Si -0.0106 -0.0476 -0.0365
Si 0.0008 0.0207 0.0075
Si -0.0035 0.0279 0.0076
Si -0.0222 0.0374 0.0023
Si 0.0231 0.0304 -0.0174
Si 0.0249 -0.0357 0.0227
Si 0.002 -0.0493 -0.0072
Si 0.0172 0.0287 -0.017
Si 0.0098 -0.0523 -0.0311
Si -0.0298 0.0404 0.0207
Si 0.0022 0.0272 0.0045
Si 0.002 -0.0192 -0.0126
Si 0.0104 0.05 -0.0396
Si 0.0012 -0.0379 0.0328
Si -0.0017 -0.0424 0.0186
Si 0.0013 0.0092 0.0209
Si 0.0129 -0.0169 -0.0299
Si 0.0318 0.0034 0.0111
Si -0.0182 -0.0034 0.0142
Si -0.0177 -0.0011 0.0079
Si -0.0003 -0.012 0.0192
Si -0.0017 0.0452 -0.0213
Si 0.0036 -0.0089 -0.0102
Si 0.0235 0.0043 -0.0383
Si -0.003 0.0015 -0.0407
Si 0.0063 0.0123 -0.0087
Si -0.0018 -0.0223 0.0098
Si -0.0001 -0.0094 -0.0011
Si 0.0069 0.006 0.0104
Si 0.0001 0.0373 -0.0477
Si 0.0006 0.0011 -0.0129
Si 0.0012 0.0195 0.0267
Si 0.0055 -0.0014 0.0297
Si 0.009 -0.0142 0.0163
Si 0.0059 0.0051 0.0206
Si -0.0087 0.0139 0.0289
Si -0.0093 0.0035 0.0349
Si -0.0213 -0.0061 0.0215
Si 0.0062 -0.0052 0.0128
Si 0.0055 0.0131 0.0343
Si -0.0061 -0.0008 0.0296
Si -0.008 -0.0018 0.0317
Si -0.0109 0.0107 0.0336
Si 0.0012 0.008 0.0175
Si -0.0028 0.0002 0.0336
Si -0.0017 -0.0087 0.02
Si -0.006 0.0009 0.0129
Si 0.0093 -0.0051 -0.0124
Si -0.012 0.0013 -0.02
Si 0.0215 0.0019 -0.0113
Si 0.0024 -0.0057 -0.0038
Si -0.0007 -0.0165 -0.0172
Si -0.0023 0.0035 -0.0125
Si -0.004 -0.0001 -0.0164
Si -0.003 0.0091 -0.016
Si -0.0066 -0.0112 -0.0103
Si 0.0036 0.0129 -0.0128
Si 0.0074 -0.0117 -0.0203
Si -0.0169 0.0002 -0.0184
Si -0.0096 -0.0054 -0.0168
Si 0.0001 0.0061 -0.0167
Si 0.0025 -0.008 -0.0201
Si 0.0049 -0.0007 -0.0104
Si -0.0337 -0.0008 -0.0035
Si 0.0022 -0.022 0.021
Si 0.0024 -0.0091 0.0162
Si -0.0222 0.0183 0.007
Si -0.0045 0.0103 0.0194
Si -0.0091 0.0165 0.0339
Si -0.009 -0.0094 0.007
Si 0.0022 -0.0074 0.0106
Si 0.0024 0.0147 0.0091
Si 0.0096 0.01 0.0106
Si -0.0068 0.0066 0.0085
Si 0.0146 -0.0084 0.0182
Si 0.0148 0.0023 -0.0035
Si -0.0209 0.0108 0.0036
Si -0.0188 0.0057 -0.0001
Si -0.002 -0.0129 0.0172
Si 0.0438 -0.0062 0.0009
Si 0.0104 0.0232 -0.0118
Si -0.0051 -0.0102 -0.0077
Si 0.0009 -0.0528 0.0284
Si -0.0015 -0.036 0.0011
Si 0.0066 -0.0032 0.0063
Si -0.0106 0.0001 0.0037
Si 0.0146 0.0399 -0.0315
Si -0.0235 -0.0181 -0.0322
Si -0.017 -0.0034 0.025
Si -0.0065 -0.0106 -0.033
Si 0.0087 -0.0088 -0.017
Si 0.0042 -0.007 -0.0147
Si 0.0317 0.0065 -0.0034
Si 0.0225 0.0029 -0.0212
Si 0.0068 -0.018 -0.0361
Si -0.0395 0.0119 -0.0154
Si 0.1541 -0.121 -0.6985
Si 0.0176 -0.0475 -0.0028
Si 0.0085 0.0374 0.02
Si 0.0174 0.0352 -0.0078
Si 0.0028 -0.0134 0.0061
Si -0.0082 -0.0042 0.0529
Si -0.0173 0.0175 0.0928
Si 0.0206 0.0302 0.0195
Si -0.0098 -0.0343 0.0453
Si 0.0138 0.055 0.0046
Si -0.0196 -0.0653 0.0058
Si -0.0142 0.0103 0.0095
Si -0.0418 0.0077 0.0268
Si 0.2668 0.0394 -0.8006
Si -0.0143 -0.0329 0.05
Si 0.1369 -0.1617 -0.6483
Si -0.4542 0.1079 -0.4407
Si 0.4368 -0.0533 -0.5676
Si 0.0476 0.01 0.0033
Si -0.1102 -0.2464 -0.7904
Si -0.1465 0.2237 -0.64
Si 0.0027 0.1731 -0.7852
Si -0.0103 0.0197 0.0065
Si -0.005 0.0013 0.0134
Si 0.0265 0.0112 0.0137
Si -0.1431 0.0764 -0.7303
Si -0.0113 0.0066 0.0078
Si -0.0919 0.0182 0.0245
Si 0.0194 -0.0512 0.1323
Si -0.4408 -0.1837 -0.569
Si 0.0192 0.0001 0.0839
Si 0.1536 0.2569 -0.8493
Si -0.0131 0.0062 0.0337
Si -0.025 0.1873 -0.76
Si -0.0095 0.0117 -0.6273
Si -0.0684 0.1024 -0.6875
Si 0.5044 -0.0258 -0.4949
Si -0.0191 -0.0257 0.0601
Si 0.1082 -0.1663 -0.732
Si 0.0272 0.0005 0.006
Si -0.0019 0.0137 -0.0387
Si 0.0134 0.0178 -0.1833
Si 0.0461 0.031 -0.197
Si -0.0233 0.0148 0.0542
Si 0.2171 0.0189 -0.6842
Si -0.0099 0.0653 0.0293
Si 0.0319 -0.0185 0.0147
Si -0.1112 -0.0874 -0.2188
Si 0.0306 -0.0089 0.0281
Si -0.0071 0.1071 -0.2233
Si 0.0549 -0.0713 -0.1175
Si 0.0019 0.105 -0.1963
Si 0.1139 -0.051 -0.1528
Si 0.0224 -0.0218 0.193
Si -0.0032 0.1218 -0.1001
Si -0.0305 0.1789 -0.6777
Si -0.0143 0.0754 0.1348
Si -0.0348 0.0072 -0.0256
Si -0.0116 0.1266 0.1355
Si 0.0169 -0.0326 -0.2001
Si -0.1151 -0.0198 -0.0787
Si -0.0462 -0.052 -0.0862
Si 0.0438 -0.0066 -0.0596
Si 0.004 0.0257 -0.0435
Si -0.0497 -0.1181 -0.2413
Si 0.0811 0.0233 -0.0127
Si -0.037 0.0246 0.0134
Si 0.0603 0.0717 -0.1916
Si -0.1751 -0.0262 0.1442
Si 0.029 0.0529 -0.0918
Si 0.0132 0.0316 -0.0127
Si 0.0317 0.0192 -0.0795
Si -0.1275 -0.0654 0.0288
Si -0.1096 -0.0157 0.0923
Si -0.0287 0.0267 -0.1219
Si -0.0012 -0.0158 -0.0587
Si -0.125 -0.0914 -0.0066
Si 0.0247 -0.0139 -0.0222
Si -0.0993 -0.0747 0.0591
Si 0.1007 -0.1035 0.0654
Si 0.0587 -0.0027 -0.1086
Si -0.0392 -0.0672 -0.1834
Si -0.032 0.0078 -0.0532
Si 0.0861 0.0895 0.1686
Si -0.1101 0.0549 0.0113
Si -0.0643 -0.1228 -0.087
Si -0.0611 0.0864 -0.0043
Si -0.0022 0.0343 -0.0528
Si 0.0264 0.0327 -0.0591
Si 0.2011 -0.0721 0.8299
Si 0.0662 -0.0561 0.1481
Si 0.0966 0.1602 0.1314
Si -0.0827 -0.1457 0.1487
Si -0.0086 0.0425 -0.08
Si 0.031 -0.1035 0.1065
Si -0.0067 0.006 -0.0063
Si -0.0212 -0.0086 -0.0087
Si -0.0088 0.002 -0.0117
Si -0.0119 -0.0013 -0.0155
Si 0.0067 0.0044 -0.0181
Si 0.019 -0.0047 -0.0192
Si -0.01 0.0024 -0.0168
Si -0.0322 0.0078 -0.0294
Si 0.0206 0.0141 -0.0093
Si 0.0027 -0.0072 -0.0079
Si 0.0028 -0.0111 -0.0119
Si 0.0176 0.0007 -0.0164
Si 0.0087 0.008 -0.0066
Si 0.0138 -0.0064 0.0002
Si -0.0002 0.003 -0.0114
Si 0.0011 0.0033 -0.009
Si 0.0018 -0.0002 -0.0175
Si -0.0192 0.0011 -0.0098
Si -0.0091 -0.0064 -0.0146
Si 0.0138 0.0136 -0.0185
Si 0.0161 -0.0037 -0.0175
Si 0.0166 0.0026 -0.0229
Si 0.0021 -0.0085 -0.0172
Si -0.0077 -0.0005 -0.0148
Si 0.018 -0.0143 -0.0123
Si -0.0112 0.0025 -0.0143
Si -0.0046 -0.0002 -0.0145
Si 0.0052 0.0045 -0.0192
Si 0.0147 0.0021 -0.0083
Si 0.0289 -0.0034 -0.014
Si -0.0144 0.0098 -0.007
Si -0.0195 -0.0129 -0.0157
Si 0.0028 -0.0232 0.0113
Si -0.0004 0.0113 0.0023
Si -0.0025 0.0155 0.0155
Si 0.0057 0.0089 0.0227
Si -0.004 0.0087 0.0146
Si -0.0009 0.0016 0.0223
Si 0.0034 -0.01 0.0174
Si -0.0023 -0.0015 0.0061
Si -0.0024 -0.0178 0.0121
Si 0.0009 -0.0024 0.0098
Si -0.0044 0.0075 0.0171
Si 0.0028 -0.0138 0.0204
Si -0.0063 0.0182 0.0145
Si -0.0025 0.0001 0.0137
Si 0.0021 0.0016 0.013
Si -0.0098 0.0028 0.0076
Si -0.0044 -0.0018 0.0127
Si -0.0012 0.0085 0.0104
Si 0.0088 0.0161 0.0146
Si -0.0002 -0.0058 0.0173
Si 0.0042 0.012 0.0176
Si 0.0036 0.0022 0.0258
Si 0.0054 -0.008 0.0171
Si 0.0096 -0.0067 0.008
Si -0.0118 -0.0276 0.0202
Si -0.0056 0.0034 0.0065
Si 0.0016 0.0281 0.0181
Si -0.0012 0.0051 0.0225
Si 0.0032 0.0072 0.0212
Si 0.0036 -0.0096 0.0225
Si -0.0012 -0.0183 0.0152
Si 0.0083 0.0045 0.0121
Si 0.0016 -0.0017 -0.0226
Si 0.0057 0.0104 -0.019
Si -0.0007 0.0055 -0.0169
Si -0.0003 -0.0066 -0.0103
Si 0.0053 0.0102 -0.0071
Si -0.01 -0.006 -0.0066
Si -0.0095 -0.0043 -0.0161
Si 0.0071 0.009 -0.0156
Si -0.0036 0.0016 -0.0158
Si -0.007 0.0034 -0.0142
Si -0.0058 0.0106 -0.0126
Si 0.0049 -0.0037 -0.0128
Si 0.0077 0.0106 -0.0102
Si 0.0029 -0.0135 -0.0126
Si 0.0087 -0.0105 -0.0179
Si 0.0126 0.002 -0.0183
Si 0.0004 -0.0016 -0.0187
Si 0.0033 0.0015 -0.0138
Si -0.0029 -0.0025 -0.013
Si 0.0087 -0.0094 -0.0116
Si -0.0027 0.0062 -0.0192
Si -0.0048 -0.0095 -0.0122
Si -0.0095 -0.0092 -0.0189
Si -0.0097 0.0049 -0.0183
Si 0.0137 -0.0038 -0.0273
Si 0.0007 0.007 -0.023
Si -0.0081 0.0015 -0.0128
Si 0.0072 -0.0076 -0.0066
Si 0.0124 0.0094 -0.0133
Si -0.0006 -0.0016 -0.0159
Si -0.0055 -0.0016 -0.0209
Si -0.015 0.0075 -0.014
Si -0.0039 -0.0027 0.0183
Si -0.0014 -0.0028 0.0136
Si 0.0069 -0.0014 0.0099
Si 0.0139 0.001 0.013
Si 0.0017 0.0008 0.0121
Si -0.0048 0.0024 0.0134
Si -0.0123 -0.0026 0.0141
Si -0.0115 -0.0013 0.0159
Si 0.0042 -0.0051 0.0118
Si 0.0019 0.0001 0.0142
Si 0.0091 -0.0055 0.0114
Si 0.0071 0.0014 0.0137
Si 0.0076 -0.0045 0.0077
Si -0.0005 0.0067 0.0084
Si -0.0076 0 0.0085
Si -0.0091 0.0002 0.0105
Si -0.0135 0.0015 0.0174
Si -0.0021 0.0095 0.0109
Si 0.0024 0.0032 0.0118
Si -0.0058 0.0044 0.0125
Si 0.01 0.0004 0.0174
Si 0.0049 0.0107 0.0182
Si -0.0024 0.0006 0.012
Si -0.0011 0.0001 0.0169
Si -0.0084 -0.002 0.017
Si -0.0019 0.0052 0.0126
Si 0.0107 0.0009 0.0121
Si 0.01 -0.0049 0.0137
Si 0.0024 -0.0057 0.0152
Si 0.003 0.003 0.0146
Si -0.0058 0.0016 0.0121
Si -0.0047 -0.0036 0.019
Si -0.0006 -0.0007 -0.0195
Si 0.0071 0.0035 -0.016
Si -0.0021 0.0088 -0.02
Si -0.0092 0.0011 -0.0202
Si 0.0079 0.002 -0.0092
Si 0.0021 0.0093 -0.0135
Si 0.0003 0.0077 -0.0146
Si 0.0082 -0.0061 -0.0145
Si -0.0036 0.003 -0.0148
Si -0.0059 -0.0008 -0.0135
Si -0.0115 0.0066 -0.0119
Si -0.0072 -0.0022 -0.0129
Si -0.0014 0.0021 -0.0131
Si -0.0048 0.0029 -0.0117
Si 0.0056 0.0003 -0.0137
Si 0.008 -0.0015 -0.0127
Si 0.0131 -0.0034 -0.0154
Si 0.007 0.0011 -0.0148
Si 0.0021 -0.0029 -0.0141
Si 0.0032 -0.0087 -0.0163
Si -0.0075 -0.0016 -0.0177
Si -0.0066 -0.0057 -0.0166
Si 0.0005 0.0018 -0.0142
Si 0.0017 -0.0126 -0.0163
Si -0.0036 -0.0002 -0.0109
Si 0.0056 0.0026 -0.0145
Si -0.0044 0.0043 -0.0165
Si -0.0097 -0.0094 -0.0116
Si 0.0033 0.0012 -0.0161
Si 0.0029 -0.0037 -0.0224
Si -0.0019 0.003 -0.0161
Si 0.0047 0.0014 -0.0148
Si -0.0117 -0.0041 0.0205
Si -0.007 -0.0008 0.0254
Si -0.0062 -0.0059 0.0187
Si -0.0039 0.0014 0.0141
Si 0.0088 0.0051 0.0127
Si 0.0029 -0.0085 0.0119
Si -0.0061 -0.0107 0.018
Si -0.0071 0.0091 0.0164
Si 0.001 0.0007 0.009
Si 0.0031 -0.0037 0.013
Si -0.0004 -0.0004 0.0131
Si -0.0043 0.0045 0.0089
Si -0.0068 0.0045 0.0174
Si 0.0073 -0.0004 0.0138
Si -0.0016 -0.0006 0.0134
Si 0.0023 0.0024 0.0102
Si -0.0077 0.0011 0.0175
Si -0.0011 0.0051 0.0193
Si 0.0018 0.0038 0.0124
Si -0.0055 0.0071 0.012
Si -0.0028 -0.0002 0.0243
Si -0.0082 0.0045 0.0198
Si 0.0043 -0.0036 0.011
Si -0.0114 0.0038 0.0137
Si 0.0162 -0.008 0.0235
Si 0.0086 0.0037 0.0215
Si 0.0007 0.0019 0.0148
Si 0.0064 -0.0025 0.0115
Si 0.0105 0.0059 0.0139
Si 0.0003 0.0002 0.0112
Si 0.0056 -0.0047 0.0099
Si 0.0095 -0.0013 0.0123
Si 0.0096 0.0024 -0.0125
Si 0.0073 0.0182 -0.0145
Si -0.0041 0.0119 -0.0175
Si 0.0088 -0.0067 -0.0152
Si 0.0111 0.007 -0.0224
Si -0.0111 0.0054 -0.0222
Si 0.0065 -0.0053 -0.0124
Si 0.0013 0.0098 -0.0175
Si -0.0035 -0.0032 -0.008
Si -0.0046 0.0047 -0.0115
Si 0.0004 0.001 -0.0138
Si -0.0014 0.0069 -0.0108
Si -0.0016 0.0078 -0.0148
Si 0.0036 0.0079 -0.0185
Si 0.0009 -0.0078 -0.0181
Si 0.0051 -0.0056 -0.0122
Si 0.0066 -0.0209 -0.0204
Si 0.0003 0.0039 -0.0172
Si 0.0025 -0.0064 -0.0197
Si 0.0044 -0.0072 -0.0182
Si -0.0029 0.0053 -0.0114
Si 0.0056 0.0149 -0.0187
Si 0.0021 -0.0126 -0.0159
Si -0.0032 -0.0127 -0.0122
Si -0.006 0.0059 -0.0074
Si 0.0003 0.0006 -0.0141
Si 0.0005 0.0035 -0.015
Si -0.0045 -0.0068 -0.0147
Si -0.0102 -0.0023 -0.0268
Si -0.0053 -0.0139 -0.0246
Si -0.0042 0.0025 -0.0125
Si -0.0022 0.0083 -0.0211
Si 0.0046 -0.0087 0.0177
Si 0.0086 0.0139 0.0114
Si 0.0067 -0.0014 0.011
Si 0.0162 0 0.0062
Si -0.0044 0.0008 0.0168
Si -0.0022 -0.0075 0.0151
Si -0.0124 -0.0043 0.0216
Si -0.0069 0.0012 0.0007
Si -0.0001 -0.0063 0.0095
Si 0.0174 -0.0193 0.0253
Si 0.0076 0.0092 0.0262
Si -0.0107 -0.0026 0.0109
Si -0.0111 0.007 0.0128
Si 0.0003 -0.0016 0.0139
Si 0.0164 0 0.0097
Si -0.0055 -0.0024 0.0146
Si -0.0129 0.0094 0.0194
Si 0.006 -0.0037 0.0112
Si -0.0103 0.0032 0.0108
Si 0.0028 -0.0049 0.0065
Si -0.0174 -0.0034 0.0176
Si -0.005 -0.0043 0.0107
Si -0.0067 0.0059 0.0104
Si -0.0186 0.0018 0.0137
Si 0.0102 -0.0049 0.0286
Si -0.0033 0.0105 0.0137
Si -0.0027 0.0055 0.0145
Si 0.0035 -0.0057 0.0152
Si 0.037 0.0015 0.0266
Si 0.0073 0.0103 0.0141
Si 0.0052 -0.0018 0.0047
Si 0.0083 -0.0103 0.0185
O -0.321 -0.5523 -0.1734
O 0.3115 -0.4777 -0.0903
O -0.2034 -0.5068 0.1545
O -0.0803 -0.0017 -0.1572
O 0.0063 0.0708 -0.2099
O 0.1945 0.2068 0.2192
O 0.5528 0.0764 -0.3145
O -0.5485 -0.1981 -0.0517
O -0.0154 0.2576 -0.3533
O 0.0922 -0.3537 -0.3882
O 0.0722 0.0336 -0.1425
O -0.0075 0.2462 -0.2347
O -0.3297 0.0684 -0.1334
O 0.1141 -0.4428 -0.3577
O 0.1442 0.4432 -0.1779
O 0.1587 0.2179 -0.0009
O 0.2249 -0.4148 -0.1758
O 0.63 0.0138 -0.1711
O 0.375 0.3925 -0.2989
O 0.1861 0.0864 0.1157
O 0.0493 -0.2569 -0.4233
O 0.118 -0.1741 0.1319
O -0.1079 0.2119 -0.0812
O 0.4692 0.1078 0.1732
O -0.2277 0.2477 0.16
O -0.2313 -0.2479 0.5158
O -0.0431 -0.1158 0.1463
O -0.4525 -0.4826 0.2502
O 0.1335 -0.004 0.3545
O -0.1009 0.2366 0.5587
O 0.1344 -0.1527 0.337
O 0.4775 -0.1663 0.4674
O -0.0397 -0.1696 -0.1634
O -0.0958 -0.2212 -0.6776
O 0.1007 0.2421 -0.3418
O -0.1715 -0.1262 0.1788
O -0.3691 0.0758 -0.0533
O -0.3134 -0.0551 0.124
O 0.3407 -0.2086 -0.3992
O 0.5138 0.3682 -0.4073
O -0.1623 -0.389 -0.0304
O 0.3787 -0.0773 0.4659
O -0.0374 0.3573 0.3584
O -0.243 -0.0279 -0.1303
O -0.7252 -0.093 0.2896
O 0.2476 -0.1568 -0.2937
O -0.0645 -0.1346 -0.2159
O -0.1791 -0.462 0.334
O 0.1194 0.1123 0.3783
O 0.1936 -0.1138 -0.2678
O 0.1986 -0.0284 0.4923
O 0.1953 -0.178 0.3861
O -0.0275 0.1054 0.3719
O -0.2787 -0.0031 0.0568
O 0.3773 0.304 -0.2079
O 0.241 -0.3144 0.1769
O 0.0304 0.0092 0.1839
O 0.2113 0.0508 0.591
O -0.2382 0.0566 0.4941
O -0.1473 0.068 0.3003
O -0.0207 -0.031 -0.2304
O 0.3914 -0.3446 -0.1998
O -0.6221 -0.111 0.4649
O -0.0962 0.0836 -0.0421
O -0.0966 0.4092 0.2789
O -0.0522 -0.1114 0.3331
O 0.2033 -0.2284 -0.3494
O -0.5513 0.5293 -0.1186
O -0.0258 -0.3078 0.0437
O -0.0992 -0.0753 0.2977
O -0.0997 -0.4093 0.4386
O 0.2943 -0.181 0.2569
O 0.1051 0.4338 -0.0039
O -0.1727 -0.4651 0.2889
O 0.0728 -0.3264 -0.4249
O -0.098 0.1994 0.0078
O -0.1466 0.3529 -0.1115
O -0.079 -0.0103 -0.13
O 0.7801 -0.2455 -0.1572
O 0.1916 -0.18 0.2494
O 0.3299 -0.3679 0.1376
O -0.1831 -0.1666 0.177
O -0.2429 -0.2716 -0.2087
O 0.2888 0.4892 -0.1659
O -0.5396 0.0983 0.4465
O -0.5737 0.0362 0.1145
O 0.1806 0.2487 -0.5631
O -0.5303 0.142 0.3268
O 0.0931 0.0278 -0.0475
O -0.432 0.23 -0.2344
O -0.2667 0.0362 -0.1177
O -0.2259 0.4959 -0.2736
O -0.1778 -0.0023 -0.5823
O -0.1011 0.2318 0.4446
O -0.0115 0.4197 -0.0375
O 0.2401 0.0041 0.0175
O -0.5119 0.4747 -0.0197
O -0.3878 -0.1645 -0.2518
O 0.2059 -0.2266 0.1379
O 0.145 -0.0655 -0.3786
O 0.7515 -0.1526 0.1374
O -0.4542 -0.0546 0.0366
O 0.2767 0.2862 -0.2085
O -0.2259 0.1832 0.503
O 0.6104 0.1219 -0.2413
O -0.178 0.2305 0.1556
O 0.0902 -0.2306 -0.1702
O -0.3219 -0.6079 -0.3625
O 0.1795 -0.5016 0.3492
O -0.5878 -0.2916 -0.3185
O 0.13 0.3805 0.1355
O 0.0925 -0.2929 -0.1997
O -0.0094 0.3515 -0.2815
O 0.4423 0.07 0.1073
O 0.3028 -0.0094 0.3734
O 0.1438 -0.0712 0.4674
O -0.4228 -0.2631 0.2807
O -0.0746 -0.4455 -0.0122
O 0.4107 0.4488 -0.3439
O -0.1483 0.0107 -0.4973
O -0.1331 -0.4013 -0.0024
O -0.2461 0.4821 -0.0656
O -0.2111 0.0014 -0.5725
O 0.6312 -0.0562 0.0316
O -0.1833 0.3524 -0.1204
O 0.1932 0.3953 -0.0916
O 0.1948 0.0697 0.5003
O 0.095 -0.3555 -0.2169
O -0.1163 -0.1376 0.4345
O -0.306 -0.7139 -0.162
O 0.1133 0.4281 0.1651
O 0.4797 -0.158 -0.2738
O -0.124 -0.3214 -0.2983
O -0.1824 -0.097 -0.3321
O -0.2132 -0.1375 -0.4992
O -0.0001 -0.041 0.5806
O 0.0371 0.6275 -0.428
O 0.5208 -0.1175 -0.1724
O 0.3972 -0.4054 -0.0385
O -0.0701 -0.2088 -0.338
O 0.1475 -0.6279 -0.1694
O -0.2546 -0.0633 -0.1573
O 0.216 0.3222 -0.2008
O -0.4858 -0.3064 -0.3826
O -0.3486 0.426 -0.4059
O -0.0586 -0.2911 0.2554
O 0.3844 0.0909 -0.1205
O 0.1572 0.1897 -0.5664
O -0.0638 0.5458 0.2159
O -0.1442 -0.4782 -0.2855
O 0.1719 0.4283 0.1023
O -0.2591 0.1806 -0.3518
O -0.1495 0.2311 -0.5081
O -0.0954 -0.4924 -0.0882
O 0.0546 -0.1123 0.1521
O -0.2636 0.0864 0.1912
O 0.1918 0.0574 0.0737
O -0.0741 -0.1043 0.4887
O 0.1347 -0.1149 0.1793
O -0.4398 -0.0909 0.065
O -0.3302 -0.346 0.1427
O 0.2097 -0.0215 -0.2508
O -0.3723 -0.2043 0.3941
O 0.0338 -0.1046 0.1589
O -0.0929 -0.014 -0.1083
O -0.1218 -0.4054 0.1245
O 0.1496 0.5427 -0.2013
O 0.1169 -0.1114 -0.4628
O -0.338 -0.0995 -0.1574
O 0.3477 0.1779 -0.7901
O -0.1076 -0.2904 0.454
O -0.0834 -0.3136 0.1193
O -0.1622 -0.1962 -0.3782
O -0.1647 -0.3762 0.1607
O 0.1507 0.4145 0.0151
O -0.1942 0.3504 -0.358
O 0.0133 -0.5966 0.1404
O -0.1596 -0.2675 -0.1567
O -0.4966 0.1938 0.4199
O 0.2239 0.1232 -0.5314
O -0.1901 0.2847 0.4877
O -0.0833 -0.0116 0.197
O 0.5478 -0.1607 -0.4536
O -0.037 -0.1013 0.3132
O -0.5515 0.063 -0.0745
O 0.038 -0.087 0.2599
O -0.1051 0.0152 0.2285
O 0.4385 0.0785 0.2723
O 0.121 -0.3858 0.189
O -0.1042 0.0326 0.0793
O -0.1587 0.0773 0.2078
O -0.1484 -0.0671 0.2505
O 0.1079 -0.6171 0.0491
O 0.124 0.218 0.3486
O 0.6043 0.2525 -0.0712
O 0.0231 0.1619 0.4209
O 0.0743 -0.255 -0.3318
O -0.1413 0.0944 0.2854
O 0.2799 0.5544 0.2763
O -0.0848 0.2033 0.5403
O -0.347 -0.2594 0.352
O 0.1101 -0.0934 -0.1845
O -0.0367 0.0807 -0.0847
O 0.4304 0.1668 -0.2255
O 0.243 -0.4663 0.4267
O -0.0968 -0.0224 0.1318
O 0.0281 0.0691 -0.5578
O -0.0468 -0.1597 0.0832
O 0.2937 0.4696 0.0259
O -0.045 0.1843 -0.181
O 0.163 0.1546 -0.0804
O 0.3143 -0.3943 0.1654
O -0.1782 -0.0953 0.5895
O 0.5236 0.2715 -0.1604
O -0.0861 -0.2177 -0.1816
O 0.6848 0.0323 -0.0631
O -0.4051 -0.0738 -0.0814
O -0.0711 0.4451 0.2013
O -0.0989 -0.052 -0.289
O 0.2025 0.2009 -0.1927
O -0.0114 0.1944 0.2572
O 0.0886 0.0068 0.6292
O 0.1343 0.2836 -0.4863
O 0.1676 0.3137 0.2997
O 0.1457 0.1019 -0.5075
O 0.2431 0.0761 -0.0488
O -0.0896 -0.374 -0.15
O -0.1624 -0.1393 0.3312
O -0.5388 -0.1558 -0.2353
O 0.1983 -0.1243 0.2767
O 0.3432 -0.3289 -0.0241
O 0.0354 0.2754 0.1709
O 0.1001 0.4214 -0.3619
O 0.0627 -0.1717 0.0863
O 0.1046 -0.4797 0.1028
O 0.5343 0.0497 -0.0796
O 0.0255 0.537 -0.5678
O 0.2944 -0.2064 0.3486
O 0.0156 -0.0972 -0.2239
O -0.3688 -0.405 0.3966
O -0.0922 0.2264 0.2076
O 0.1035 0.0206 0.2101
O 0.2353 0.1012 -0.0437
O -0.5646 0.1211 -0.1658
O 0.3537 -0.2811 -0.4735
O -0.0761 0.4736 -0.1284
O -0.2216 -0.1431 -0.13
O 0.115 -0.0529 0.3394
O -0.1862 -0.2052 0.0858
O -0.141 0.1749 -0.4911
O -0.0544 0.1321 0.1957
O 0.3463 -0.0235 0.7241
O 0.5538 -0.1453 -0.0999
O 0.0023 -0.1278 -0.0521
O -0.0759 -0.0862 -0.4322
O 0.2721 0.1863 0.2225
O 0.4683 -0.1963 -0.4578
O -0.615 0.1232 0.1813
O 0.4674 -0.2053 -0.0437
O 0.0433 -0.548 0.1105
O -0.2509 0.35 -0.0721
O 0.0509 -0.5313 -0.2796
O -0.6727 0.2232 0.3571
O -0.1505 -0.1514 -0.2555
O -0.1854 0.2781 0.5153
O 0.0605 -0.3138 0.1901
O 0.1092 0.1985 -0.1044
O -0.6346 -0.1382 -0.0963
O 0.2401 0.0042 -0.2199
O -0.1703 -0.0196 -0.4804
O 0.1475 -0.005 0.044
O 0.361 0.047 0.0435
O 0.2183 0.5401 -0.1506
O -0.5562 0.1625 0.0876
O 0.3689 -0.0742 0.3734
O -0.116 0.0655 -0.1062
O -0.2573 -0.0941 0.412
O 0.0132 0.1852 0.3328
O 0.2723 0.1465 -0.3695
O 0.5039 0.1673 0.3184
O 0.249 -0.0353 -0.4221
O 0.3405 0.0708 0.1431
O -0.126 -0.2244 -0.047
O 0.033 0.3352 -0.2407
O -0.1058 0.3765 0.5018
O -0.0854 -0.3065 -0.6287
O -0.5504 0.1016 -0.0744
O -0.1131 0.3242 -0.3568
O -0.1688 0.143 0.1915
O -0.3154 0.2678 -0.4419
O -0.1033 -0.4218 0.5848
O -0.0989 -0.3631 -0.3524
O 0.0956 -0.0523 0.4365
O -0.3435 -0.0089 -0.4232
O 0.2905 0.0424 -0.192
O 0.1062 -0.4759 -0.4589
O -0.2397 0.217 -0.0159
O 0.079 0.2271 0.0092
O -0.6722 0.1053 0.118
O -0.3804 -0.3714 0.1374
O -0.2819 0.0005 -0.2292
O -0.2068 -0.4922 0.1179
O -0.3702 0.1472 0.1192
O -0.6967 0.1426 0.1615
O 0.0215 0.652 0.2784
O -0.0514 0.6681 0.1807
O -0.4645 -0.0409 -0.2207
O 0.2523 0.5167 0.2236
O -0.3874 -0.2587 -0.1662
O -0.179 0.2014 -0.0544
O 0.1018 -0.426 -0.0167
